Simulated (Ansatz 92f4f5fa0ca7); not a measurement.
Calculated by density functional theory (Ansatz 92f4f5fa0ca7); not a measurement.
Periodic cell of 148 atoms, Si92O56, from a study of silicon, its oxide and their interface. The atomic structure is a simulated model.

Settings: functional r2SCAN; potential files Ansatz norm-conserving; basis plane waves; wave-function cutoff 1300 eV; density cutoff ratio 4; exchange-correlation grid ratio 1; k mesh 2 x 2 x 1, shifted by 0.5 0.5 0.5 of a step; self-consistency stop 5e-08 eV per atom in the density residual; occupations Fermi-Dirac, 0.05 eV; spin none; net charge 0.

Cell vectors (angstrom)
a 10.88 0 0
b 0 10.88 0
c 0 0 21.9512

Atoms and the computed forces on them: element, x, y, z (angstrom), force x, y, z (eV/angstrom)
Si -0.4387 0.2134 0.265 1.0865 0.412 -1.5433
Si 2.9812 2.4269 -0.0967 0.1386 0.028 -1.4701
Si -0.0321 6.0035 -0.5004 -0.7843 -0.3989 0.2857
Si 3.2746 7.8373 -0.323 1.5542 -0.4121 -0.5972
Si 5.3965 0.3311 -0.0242 -2.7901 1.7229 0.886
Si 8.5595 2.7415 0.327 -0.4035 -1.2646 -1.479
Si 5.2239 5.3144 0.0403 0.3194 1.1849 -1.5213
Si 8.1215 7.5902 -0.0184 2.7339 1.0746 -0.2054
Si 1.2746 1.49 1.2557 1.4762 -1.3063 0.3684
Si 4.0225 3.9915 1.5169 0.237 -1.5368 -1.7541
Si 1.5644 6.9974 0.9461 -2.2108 -0.7503 0.8769
Si 4.2365 9.4443 1.0738 0.9737 0.3111 0.2582
Si 6.7067 1.6258 1.3712 -0.0129 -0.3022 1.671
Si 9.7941 4.5271 1.227 -0.461 -0.794 -0.5341
Si 6.8078 6.5479 1.3846 -0.8791 -2.1558 1.0081
Si 9.321 9.225 1.167 1.0342 0.0437 1.191
Si -0.0255 2.9493 2.5447 -0.1549 -1.7777 0.6422
Si 2.9954 -0.0211 2.4876 -2.1728 -0.5112 -0.7062
Si -0.0106 7.9804 2.6622 0.8743 1.3503 -1.7307
Si 2.4475 5.2586 2.4367 0.7934 2.1614 0.2958
Si 5.2342 2.7171 3.0176 1.5279 0.408 -2.3582
Si 8.188 -0.188 2.6513 -0.6817 1.211 -0.6904
Si 5.4576 8.0287 2.5709 -0.0642 0.458 1.0251
Si 8.2253 5.1117 2.8735 -0.2206 2.192 -1.3109
Si 1.378 3.9758 3.9757 -0.7951 0.1837 1.2543
Si 4.067 1.1864 4.0391 -0.3704 -0.1924 2.0818
Si 1.59 9.4229 3.838 -0.6587 -0.4455 -0.7564
Si 3.8732 6.6734 3.9071 0.1232 0.0284 -0.4596
Si 6.7791 3.8986 4.1712 -0.4227 0.7009 1.1248
Si 9.6107 1.2018 3.9921 0.0212 0.7102 -1.5997
Si 6.976 9.3351 4.0618 -1.333 0.3857 -0.2727
Si 9.5441 6.7099 4.0457 0.3023 -1.6814 0.9562
Si 0.1543 -0.2399 5.0966 -0.029 1.6821 1.1758
Si 2.5261 2.5216 5.4023 1.6732 0.5194 -0.8524
Si -0.0388 5.1317 5.5378 0.4752 1.9519 -1.0628
Si 2.3665 7.8723 5.3395 2.8878 1.206 -0.4346
Si 5.637 0.02 5.3514 -1.361 -2.2173 -0.1506
Si 8.2707 2.5144 5.3471 -0.8751 -0.4718 0.0828
Si 5.2507 5.5093 5.4636 1.4906 -0.217 -1.6149
Si 8.446 8.1883 5.4506 -1.7253 -1.2173 -0.1135
Si 1.2347 1.1811 6.7025 0.3799 -0.5554 0.4448
Si 4.0646 3.9819 6.5831 -0.6144 -1.4389 1.3545
Si 1.2698 6.7164 6.8735 -1.7816 -0.4944 0.8799
Si 4.0933 9.2693 6.6942 0.7569 0.5881 -0.53
Si 7.0362 1.1147 6.7436 -1.2178 1.054 1.8465
Si 9.3373 3.9148 6.7354 0.786 0.2304 0.8983
Si 6.7155 6.8544 6.7133 1.5297 0.0021 0.6472
Si 9.7006 9.6211 6.6607 -0.4579 -1.3081 1.5011
Si -0.1116 2.5811 8.0591 -0.3361 0.17 -0.4785
Si 2.8334 -0.1548 7.9976 -1.7558 0.3467 0.7974
Si -0.051 8.3221 8.3462 0.0734 -1.2841 -0.8568
Si 2.7851 5.3765 7.9768 0.1309 -0.0978 0.5917
Si 5.3513 2.6498 8.2112 -0.8996 -1.0325 -2.4002
Si 8.1203 -0.3851 8.2409 1.9828 2.0188 -1.2836
Si 5.6172 8.205 8.2898 -0.5027 0.8537 -1.25
Si 8.0984 5.38 8.1292 0.598 0.4002 -1.7229
Si 1.246 4.0427 9.263 0.4435 -0.3209 1.1031
Si 3.8256 1.3094 9.5165 1.5693 0.6884 -0.548
Si 1.2304 9.7319 9.722 0.8557 -1.5398 -0.0084
Si 4.0493 6.9672 9.2781 -0.2321 -2.2066 2.2089
Si 6.6603 4.107 9.2033 -0.2303 -0.2266 3.4028
Si 9.5355 1.1945 9.4515 -2.8326 0.5462 -0.7018
Si 6.901 9.478 9.8312 -1.6343 0.5952 -0.4846
Si 9.4448 6.5799 9.6003 -0.436 2.3009 -1.5443
Si -0.0016 0.4845 11.0606 1.9372 -1.2661 0.3999
Si 2.2576 2.4867 10.8692 -0.2616 -0.5893 -1.639
Si 0.1937 5.6107 10.7275 1.7541 -0.1186 2.3263
Si 2.5094 7.7928 10.8959 -2.2605 2.0051 0.1668
Si 5.4879 0.2897 10.8479 0.6331 1.3148 0.8804
Si 7.6092 2.3543 10.6887 0.1779 -0.9736 -1.3353
Si 5.6761 5.7035 10.7563 -1.2607 -0.7799 -0.7329
Si 8.0308 7.8875 10.9015 0.4439 -1.8362 2.2146
Si 2.9574 -1.8137 15.7752 -2.5345 -1.176 0.5559
Si 4.7694 3.0222 15.4318 -0.5692 -5.1547 -4.3164
Si 4.1287 9.4336 12.9784 -1.0303 -0.0139 0.7996
Si 9.6975 3.6611 12.7379 0.0441 1.4181 -0.868
Si 7.1307 4.3796 16.5895 -0.1605 -2.5067 2.8389
Si 10.7746 10.1655 15.898 1.483 0.0616 -2.4104
Si -2.5668 -5.2698 14.5827 -1.3207 5.657 0.1895
Si 3.2408 -6.8352 17.3519 1.4711 -0.5714 0.3121
Si 10.008 1.2457 13.9592 -0.8589 -1.9631 -0.0684
Si 3.7365 4.3246 12.9516 4.0019 0.4224 -1.2693
Si 12.1652 3.8709 19.5685 1.819 -1.0802 1.5913
Si 6.0728 -3.328 14.2868 4.7236 -0.4246 -0.3892
Si 5.4804 5.0147 18.9516 3.988 -2.1101 0.8555
Si 8.9161 8.3979 13.8934 -1.4878 1.1928 2.0677
Si -1.0299 1.7525 19.8331 1.6502 1.4019 2.0081
Si 8.7426 0.0128 17.8059 0.4417 0.3584 -1.8054
Si 6.7532 -1.3331 19.7704 2.0154 2.0746 2.1097
Si 15.166 -2.8278 18.6698 1.3975 0.9874 -1.0211
Si 7.3586 1.5664 15.6053 -0.766 -2.4787 0.3539
Si 14.5135 6.3859 15.2652 -0.8346 1.4592 0.2941
O -0.1561 0.5349 -1.4061 -1.6555 -0.3611 1.1599
O 3.5721 -2.2314 -4.6679 0.409 -0.3104 0.5072
O 4.0209 1.2417 -0.5908 1.3405 -0.6862 1.0011
O 2.5584 3.0292 -1.6368 -1.0014 1.5213 1.6784
O 4.8637 6.4605 -3.3295 -0.3867 2.238 -0.2355
O 3.5498 8.2977 -1.8745 -1.8464 0.5499 -0.6347
O 4.035 6.3877 -0.5747 1.1165 -1.0499 1.581
O 7.2821 -2.3158 -0.9513 -1.4877 0.2354 -2.8375
O 6.3238 -0.0124 -1.2321 1.2227 -1.5817 -2.8684
O 8.6023 2.4326 -1.3329 -0.3839 0.3434 0.695
O 9.3802 1.36 0.6947 -0.0152 0.0546 0.5057
O 5.9757 4.7807 -1.4137 -1.7101 0.9052 0.485
O 8.0735 -0.8656 -3.0511 -2.2827 -1.5581 2.3112
O 9.3938 6.8306 -0.7902 0.8815 -0.6864 -0.3386
O 9.3921 1.3559 -3.5468 -0.6868 -0.5182 -1.6972
O -0.698 0.2889 12.4946 -0.9452 1.1352 3.013
O 1.4235 1.2096 11.5298 0.0901 1.9115 -0.599
O 2.8571 3.5177 11.9188 -1.3843 0.7878 0.2934
O 1.8285 -7.0089 18.0632 -0.3219 0.94 -0.5254
O -0.3856 4.9689 12.176 0.298 -1.011 -1.4606
O 1.2712 6.7616 11.4066 0.4349 -0.7897 -1.4744
O 2.9037 8.6138 12.2947 0.2759 -0.3113 -0.6661
O 4.3684 -0.0913 12.0035 0.8627 -2.5002 1.9878
O 6.647 1.328 11.6461 -0.8904 -0.1532 -2.3539
O 8.7353 2.8768 11.6873 1.9566 1.8163 2.423
O 5.0243 4.8477 11.9939 -0.7175 0.0914 -0.1035
O 5.6864 1.6737 15.5397 1.8715 -0.5297 -1.1543
O 5.6453 4.173 15.9 2.6563 4.3158 0.7164
O 8.9157 8.3982 12.2771 -1.1401 -0.1831 -1.2331
O 2.5575 -3.2904 15.1087 0.4679 0.5257 0.8645
O 9.2997 -3.9269 14.4472 -0.5632 -2.3692 -0.1333
O 4.2054 3.1109 13.8576 1.1757 -0.3445 2.6892
O 6.797 6.0855 13.8683 2.0786 0.5354 1.5974
O 3.8571 9.7595 14.5974 -0.8077 0.8992 0.1409
O 5.2024 8.2547 13.2231 -0.8622 1.1941 -3.4105
O 8.1631 5.5535 16.2598 -0.3081 -0.5501 -3.3997
O 8.8072 4.3519 13.857 -0.9531 -1.0532 0.5463
O 7.7319 2.8653 16.4048 1.203 2.2692 -0.2192
O 10.6403 2.7109 13.6349 -0.4435 -0.6448 -0.9808
O 9.9531 9.9863 17.2347 0.4196 -0.2383 0.2503
O 19.2182 12.0979 14.3322 1.4122 0.9938 -0.9537
O 5.5361 -1.7143 18.8585 -0.6874 -1.9729 -0.8169
O -0.0386 0.8655 15.3384 -1.1162 -1.2793 -0.9806
O 3.3152 -5.3548 16.569 -0.5115 -2.2728 1.0329
O 0.0569 2.9641 19.8043 -1.9041 -1.368 -0.5327
O 0.7282 5.3156 20.1103 -0.1486 0.8916 1.0463
O -0.854 9.3672 14.6255 -0.2647 0.2332 0.2974
O 7.7743 11.1727 16.5579 -0.6956 0.6466 0.3142
O 15.3868 -7.0575 18.4724 -2.0027 1.4912 -1.2742
O 5.0883 -3.7996 15.4024 -0.7325 -0.2155 2.3886
O 1.4795 -1.0776 16.102 1.0046 -0.7212 -0.4976
O 7.0331 -6.3435 18.1783 -3.8494 1.8592 1.7262
O 3.6092 5.6171 13.8883 -1.4621 -0.9706 -0.9291
O 3.5242 2.7521 16.3446 -2.0565 1.8271 1.6632
O 7.2737 8.726 14.4905 1.7232 -1.8517 -0.5664
O 6.7856 6.7803 11.2604 1.1875 0.9979 0.0156

Results
free energy: -36816.248 eV
free energy less fixed offsets of O -463.61, Si -117.95 eV per atom: -2.688 eV
pressure: -1.27 GPa
stress xx, yy, zz, yz, xz, xy (GPa, positive in tension): 1.55, 0.76, 1.5, 0.25, 0.37, -1.12
